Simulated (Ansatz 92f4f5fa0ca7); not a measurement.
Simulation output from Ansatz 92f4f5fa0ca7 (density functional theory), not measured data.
Periodic cell of 469 atoms, Si304O165, from a study of silicon, its oxide and their interface. The atomic structure is a simulated model.
Doubt: the cutoff is far below the 930 eV that the study's wrapper takes by default for these files, so forces and energies are approximate.
This geometry differs little from another in the collection (a relaxation step or a small displacement).

Settings: functional PBE; potential files Ansatz PAW; basis plane waves; wave-function cutoff 580 eV; density cutoff ratio 5; exchange-correlation grid ratio 1; k mesh 1 x 1 x 1, Gamma-centred; self-consistency stop 5e-08 eV per atom in the density residual; occupations fixed; spin none; net charge 0.

Cell vectors (angstrom)
a	15.4691	0	0
b	0	15.4691	0
c	-7.2634	1.0387	34.8637

Atoms and the computed forces on them: element, x, y, z (angstrom), force x, y, z (eV/angstrom)
Si	-6.072	-2.918	24.874	0.014	-0.006	0.004
Si	-2.188	-3.441	24.342	0.009	0.007	-0.009
Si	-1.473	-6.508	24.868	-0.017	0.006	-0.024
Si	-7.865	0.772	25.84	-0.001	0.001	0.001
Si	-7.733	4.854	26.103	-0.011	0.006	0.013
Si	-8.013	-6.701	26.187	0.005	0.014	0.008
Si	-7.837	-2.947	26.373	-0.014	-0.002	0.005
Si	-3.061	1.002	26.01	-0.022	-0.015	0.008
Si	-3.165	5.004	26.032	-0.02	0.011	0.011
Si	-3.484	-6.654	26.091	0.005	0.006	0.01
Si	-3.87	-2.897	25.925	0.003	0.004	0.004
Si	0.076	1.137	26.163	0.014	-0.001	-0.001
Si	0.003	4.96	25.997	0.012	0.003	-0.018
Si	0.574	-6.602	26.04	0.007	0.007	0.009
Si	0.428	-2.675	25.898	0.003	0.008	-0.033
Si	-10.306	0.961	25.903	0.007	-0.006	0.018
Si	-10.192	4.952	25.991	-0.006	-0.004	-0.004
Si	-10.46	-6.709	26.192	0.003	0.002	0.005
Si	-10.229	-2.947	26.008	0.001	0.003	0.009
Si	-7.299	2.787	27.181	-0.007	0.002	0.008
Si	-7.339	6.806	27.378	-0.003	-0.011	0.001
Si	-7.376	-4.88	27.579	-0.007	0.001	0.008
Si	-7.349	-0.92	27.439	-0.001	-0.005	0.014
Si	-3.401	2.983	27.284	-0.009	0.006	0.013
Si	-3.434	6.879	27.417	0.004	-0.018	0.004
Si	-3.493	-4.72	27.408	-0.002	-0.001	0.013
Si	-3.415	-0.967	27.27	0.004	0.004	0.001
Si	0.397	3.083	27.396	0.016	-0.003	0.014
Si	0.458	6.888	27.314	0.004	-0.007	0.016
Si	0.512	-4.632	27.296	-0.003	-0.009	0.031
Si	0.468	-0.845	27.366	0.006	-0.001	0.009
Si	-10.954	2.956	27.137	0.001	0.012	0.005
Si	-10.989	6.782	27.328	0.006	-0.003	0.005
Si	-10.971	-4.752	27.41	0.005	0	0.005
Si	-10.979	-0.953	27.177	-0.004	-0.003	0.001
Si	-9.159	2.906	28.684	-0.003	-0.005	0.005
Si	-9.191	6.79	28.828	-0.005	0	0.004
Si	-9.231	-4.794	28.951	-0.01	0.002	0.001
Si	-9.238	-0.89	28.796	0	0	0.001
Si	-5.364	2.921	28.6	0.001	-0.007	0.012
Si	-5.378	6.816	28.719	0.007	0.008	0.003
Si	-5.365	-4.802	28.798	0.007	-0.009	-0.001
Si	-5.328	-0.89	28.676	-0.004	0.005	0.002
Si	-1.515	3.014	28.762	0.002	0.002	0.02
Si	-1.457	6.906	28.732	-0.014	0.012	0.001
Si	-1.457	-4.705	28.67	-0.01	-0.006	-0.011
Si	-1.485	-0.922	28.705	-0.014	-0.005	0.006
Si	2.485	2.992	28.556	0.004	-0.001	0.002
Si	2.445	6.796	28.621	-0.001	0.003	0.001
Si	2.452	-4.707	28.656	0.003	-0.007	-0.001
Si	2.49	-0.893	28.593	0.007	0.002	0.002
Si	-9.209	1.042	30.114	0.004	0.001	-0.002
Si	-9.185	4.832	30.098	0.003	0.004	-0.003
Si	-9.205	8.711	30.173	0.006	0	0
Si	-9.202	-2.806	30.154	0.003	0	-0.003
Si	-5.328	1.039	30.054	0	-0.006	0.001
Si	-5.356	4.854	30.039	-0.001	-0.003	0
Si	-5.337	8.729	30.11	0	0.007	0.005
Si	-5.344	-2.817	30.075	-0.003	0.004	0.003
Si	-1.479	1.037	30.072	0.004	-0.001	0.004
Si	-1.473	4.952	30.094	-0.002	-0.006	0
Si	-1.46	8.831	30.073	0.006	0	0.005
Si	-1.463	-2.821	30.088	0.004	0.004	0.007
Si	2.441	1.054	29.992	0	-0.001	0.003
Si	2.43	4.883	30.027	-0.001	0	0.003
Si	2.422	8.771	30.007	0.001	0.002	0.006
Si	2.429	-2.795	30.045	-0.005	0.004	0.001
Si	-7.263	1.039	31.445	0.099	-0.011	-0.017
Si	-7.263	4.906	31.445	0.094	-0.219	0.077
Si	-7.263	8.773	31.445	0.109	-0.127	0.479
Si	-7.263	-2.828	31.445	0.131	0.169	0.332
Si	-3.396	1.039	31.445	-0.091	0.006	-0.05
Si	-3.396	4.906	31.445	-0.261	0.021	-0.126
Si	-3.396	8.773	31.445	0.073	0.013	0.059
Si	-3.396	-2.828	31.445	-0.099	-0.009	-0.019
Si	0.471	1.039	31.445	0.19	-0.016	-0.506
Si	0.471	4.906	31.445	0.19	-0.046	-0.279
Si	0.471	8.773	31.445	0.22	0.079	-0.31
Si	0.471	-2.828	31.445	0.191	0.079	-0.188
Si	4.338	1.039	31.445	-0.2	0.134	0.009
Si	4.338	4.906	31.445	-0.03	-0.177	-0.063
Si	4.338	8.773	31.445	-0.412	-0.143	0.245
Si	4.338	-2.828	31.445	-0.223	0.114	0.305
Si	0	1.934	3.417	0.107	-0.023	-0.266
Si	0	5.801	3.417	0.365	-0.018	-0.253
Si	0	-5.801	3.417	0.035	-0.131	-0.132
Si	0	-1.934	3.417	0.285	-0.104	-0.333
Si	3.867	1.934	3.417	0.115	0.178	-0.125
Si	3.867	5.801	3.417	-0.005	-0.02	0.071
Si	3.867	-5.801	3.417	-0.007	-0.047	-0.278
Si	3.867	-1.934	3.417	-0.066	0.155	-0.115
Si	7.734	1.934	3.417	0.123	-0.091	0.283
Si	7.734	5.801	3.417	0.077	-0.061	0.299
Si	7.734	-5.801	3.417	0.111	0.112	0.157
Si	7.734	-1.934	3.417	0.076	0.166	0.284
Si	11.602	1.934	3.417	-0.197	-0.048	0.046
Si	11.602	5.801	3.417	-0.399	-0.019	-0.139
Si	11.602	-5.801	3.417	-0.139	0	0.075
Si	11.602	-1.934	3.417	-0.388	0.006	-0.136
Si	-1.928	1.829	4.739	-0.002	0.002	0.004
Si	-1.932	5.715	4.688	-0.003	0.005	0.002
Si	-1.933	-5.826	4.763	0.002	0.002	-0.003
Si	-1.935	-1.975	4.695	-0.005	-0.003	0
Si	1.942	1.996	4.758	0.001	-0.003	0.005
Si	1.942	5.813	4.809	-0.001	-0.001	-0.001
Si	1.942	-5.881	4.762	0.002	0.004	0
Si	1.936	-1.963	4.783	0.002	0.004	0.003
Si	5.799	1.956	4.789	0.001	0.002	0.005
Si	5.796	5.818	4.799	0.001	0.004	0.007
Si	5.787	-5.712	4.758	0.001	-0.007	0.008
Si	5.785	-1.84	4.78	0.005	-0.003	0.008
Si	9.675	1.949	4.846	0.005	0.002	0.003
Si	9.669	5.818	4.847	0	0.004	-0.004
Si	9.672	-5.806	4.835	0	0.002	-0.001
Si	9.671	-1.919	4.845	-0.001	-0.003	0.001
Si	-1.924	-0.128	6.09	0.004	0	0
Si	-1.898	3.776	6.004	0	-0.002	0
Si	-1.935	-7.845	5.994	-0.003	-0.004	0
Si	-1.942	-3.839	6.072	-0.004	0.006	0.003
Si	1.921	0.05	6.044	-0.004	-0.001	-0.004
Si	1.963	3.9	6.194	0.004	0.007	0
Si	1.98	-7.754	6.233	0.001	-0.005	-0.003
Si	1.965	-3.973	6.089	-0.008	-0.002	-0.002
Si	5.756	0.072	6.215	-0.01	0.003	-0.004
Si	5.826	3.864	6.184	0.002	-0.001	-0.001
Si	5.789	-7.643	6.079	0	0.001	-0.002
Si	5.741	-3.751	6.118	-0.009	0.001	0.002
Si	9.714	0.02	6.26	-0.003	0	0
Si	9.691	3.893	6.259	0.002	0.003	0.002
Si	9.647	-7.717	6.274	-0.001	-0.004	-0.002
Si	9.655	-3.87	6.227	0.004	0.001	0.001
Si	0.017	-0.042	7.405	-0.006	0.003	-0.002
Si	-0.045	3.767	7.451	-0.009	-0.015	0.003
Si	-0.061	-7.869	7.424	-0.003	0.004	0.007
Si	0.018	-3.89	7.377	0	0	0
Si	3.726	0.049	7.532	0.007	-0.002	-0.005
Si	3.892	3.89	7.587	-0.005	0.003	-0.002
Si	3.965	-7.651	7.585	-0.001	0	-0.003
Si	3.83	-3.863	7.547	0.012	-0.007	-0.003
Si	7.717	0.178	7.565	-0.001	-0.012	-0.006
Si	7.723	4.06	7.631	-0.005	0.006	-0.002
Si	7.61	-7.541	7.571	-0.005	-0.003	-0.004
Si	7.639	-3.742	7.508	-0.001	-0.001	-0.003
Si	-3.728	-0.117	7.607	0.002	0.01	-0.011
Si	-3.715	3.741	7.482	0.002	0.004	-0.005
Si	-3.758	-7.862	7.483	0.01	0.001	-0.003
Si	-3.806	-3.887	7.53	0.005	-0.003	-0.004
Si	-0.546	1.825	8.749	0.008	0.005	-0.006
Si	-0.615	5.67	8.723	-0.016	0.003	-0.035
Si	-0.65	-5.876	8.498	-0.006	0.007	-0.016
Si	0.703	-1.966	8.597	0.009	0.005	0
Si	3.382	1.957	8.929	0.004	-0.004	0.008
Si	4.579	5.858	8.788	0.01	0.003	-0.024
Si	4.445	-5.72	8.939	-0.001	0.004	-0.002
Si	3.101	-1.928	8.72	-0.024	0.006	-0.012
Si	4.989	1.754	10.604	0.005	-0.008	0.007
Si	7.066	6.043	8.859	0.005	-0.003	0.001
Si	6.921	-5.567	8.821	-0.003	0.001	-0.01
Si	7.468	-1.774	8.836	0.003	-0.003	-0.002
Si	-3.065	1.823	8.785	0.006	-0.002	-0.006
Si	-3.048	5.637	8.678	0.009	0.006	-0.021
Si	-3.066	-5.873	8.526	-0.001	-0.002	0.011
Si	-3.51	-2.071	9.046	-0.01	-0.007	0.006
Si	1.31	1.898	10.276	-0.006	-0.008	-0.015
Si	7.728	2.133	8.976	0.02	0	0.008
Si	-12.02	-6.33	24.483	0.006	0.003	-0.006
Si	-7.263	-0.895	32.812	0.076	-0.009	0.027
Si	-7.263	2.972	32.812	0.066	0.032	0.022
Si	-7.263	6.839	32.812	0.044	0.059	0.022
Si	-7.263	-4.762	32.812	0.043	-0.002	0.002
Si	-3.396	-0.895	32.812	-0.05	-0.003	0.004
Si	-3.396	2.972	32.812	-0.004	-0.016	-0.009
Si	-3.396	6.839	32.812	-0.046	-0.003	0.007
Si	-3.396	-4.762	32.812	-0.078	-0.006	0.002
Si	0.471	-0.895	32.812	0.075	-0.032	-0.015
Si	0.471	2.972	32.812	0.04	0.02	-0.024
Si	0.471	6.839	32.812	0.071	-0.021	-0.027
Si	0.471	-4.762	32.812	0.127	-0.016	-0.017
Si	4.338	-0.895	32.812	-0.091	-0.028	0.017
Si	4.338	2.972	32.812	-0.108	0.007	0.024
Si	4.338	6.839	32.812	-0.085	0.049	0.003
Si	4.338	-4.762	32.812	-0.074	0.007	-0.007
Si	-5.33	-0.895	34.179	-0.015	0.014	0.015
Si	-5.33	2.972	34.179	-0.014	-0.015	0.009
Si	-5.33	6.839	34.179	-0.022	-0.004	0.024
Si	-5.33	-4.762	34.179	0.012	0.008	0.023
Si	-1.463	-0.895	34.179	-0.011	0.032	-0.018
Si	-1.463	2.972	34.179	-0.005	-0.008	-0.018
Si	-1.463	6.839	34.179	0.025	-0.045	-0.025
Si	-1.463	-4.762	34.179	0.002	-0.006	-0.023
Si	2.405	-0.895	34.179	0.026	0.031	0.013
Si	2.405	2.972	34.179	0.023	-0.002	0.007
Si	2.405	6.839	34.179	0.014	-0.049	0.011
Si	2.405	-4.762	34.179	-0.01	0.009	0.017
Si	-9.197	-0.895	34.179	0.002	0.033	-0.001
Si	-9.197	2.972	34.179	-0.005	-0.017	0.002
Si	-9.197	6.839	34.179	-0.016	-0.028	-0.009
Si	-9.197	-4.762	34.179	-0.013	-0.009	-0.003
Si	1.934	0	0.683	0.022	0.01	-0.026
Si	1.934	3.867	0.683	0.016	-0.039	-0.018
Si	1.934	7.734	0.683	-0.019	0.009	-0.01
Si	1.934	-3.867	0.683	-0.003	0.025	-0.024
Si	5.801	0	0.683	-0.012	0.004	0.03
Si	5.801	3.867	0.683	-0.006	0.013	0.011
Si	5.801	7.734	0.683	-0.021	-0.025	-0.006
Si	5.801	-3.867	0.683	-0.002	-0.011	0.02
Si	9.668	0	0.683	-0.016	-0.004	-0.022
Si	9.668	3.867	0.683	-0.028	-0.045	-0.007
Si	9.668	7.734	0.683	0.016	0.014	0
Si	9.668	-3.867	0.683	0.008	0.018	-0.018
Si	-1.934	0	0.683	-0.003	0.011	0.03
Si	-1.934	3.867	0.683	0.007	0.054	0.002
Si	-1.934	7.734	0.683	0.02	-0.007	-0.013
Si	-1.934	-3.867	0.683	0.004	-0.018	0.008
Si	0	0	2.05	0.17	0.029	-0.025
Si	0	3.867	2.05	0.04	0.009	-0.033
Si	0	7.734	2.05	-0.027	0.029	-0.02
Si	0	-3.867	2.05	0.081	0.045	-0.017
Si	3.867	0	2.05	-0.084	-0.037	-0.01
Si	3.867	3.867	2.05	0.023	-0.04	-0.02
Si	3.867	7.734	2.05	0.067	0.021	-0.01
Si	3.867	-3.867	2.05	-0.063	-0.025	-0.001
Si	7.734	0	2.05	0.098	-0.004	-0.004
Si	7.734	3.867	2.05	0.062	0.002	0.027
Si	7.734	7.734	2.05	0.009	-0.007	0.023
Si	7.734	-3.867	2.05	0.082	-0.051	0.012
Si	11.602	0	2.05	-0.155	0.006	-0.019
Si	11.602	3.867	2.05	-0.107	0.024	-0.014
Si	11.602	7.734	2.05	-0.04	-0.005	0.004
Si	11.602	-3.867	2.05	-0.114	0.021	-0.005
Si	-8.551	-1.091	20.979	0.005	0.008	-0.001
Si	-7.07	-0.177	23.61	0.008	0.014	-0.014
Si	-5.972	-5.931	24.089	0.002	-0.004	0.001
Si	-4.666	1.628	23.357	-0.011	0.001	0.003
Si	-5.474	4.644	23.919	0.004	-0.012	0.002
Si	-2.016	-7.848	22.239	0.002	0.001	0.01
Si	1.41	1.063	23.322	0.007	0.002	0.014
Si	2.434	-7.735	22.077	-0.005	0.005	0.009
Si	2.041	-2.07	23.297	0.004	0.001	0.007
Si	-11.151	1.907	23.061	-0.003	-0.003	-0.003
Si	1.635	5.26	23.254	-0.005	-0.002	0.005
Si	-11.82	5.81	19.801	0	0.006	0.006
Si	-10.948	-3.504	23.778	0	0	-0.004
Si	-0.569	-2.223	10.504	0	0.002	0.008
Si	-0.682	1.35	14.872	0.003	-0.009	-0.013
Si	0.681	4.786	11.527	0.007	0.005	0
Si	0.409	-5.146	11.307	0.004	-0.003	-0.01
Si	3.35	-9.08	11.692	-0.01	-0.001	0.008
Si	3.462	-5.883	11.187	-0.011	0.002	0.014
Si	5.068	-1.4	10.748	-0.004	-0.003	-0.008
Si	8.025	-8.909	11.015	0.006	-0.015	0.016
Si	-3.887	-6.157	10.653	-0.005	0.002	0.002
Si	4.833	-5.092	13.912	0.001	-0.001	-0.007
Si	-5.254	1.627	10.953	-0.002	-0.009	-0.005
Si	-4.228	2.698	13.473	-0.013	-0.003	-0.018
Si	8.628	-5.745	11.402	0.014	0.015	-0.006
Si	9.656	-1.491	11.149	0.002	0.007	-0.001
Si	-8.842	-6.527	19.772	0.001	0.001	-0.001
Si	5.955	5.639	13.27	-0.012	0.005	-0.011
Si	1.633	-0.466	19.463	0.003	-0.008	0.009
Si	-4.721	3.073	16.362	-0.004	-0.007	0.006
Si	-7.217	1.494	16.908	0.008	-0.005	0.007
Si	9.383	-3.615	13.513	-0.009	0.001	-0.02
Si	5.905	-7.658	15.356	-0.002	0.004	0
Si	-1.782	-6.144	12.987	0.012	0.014	-0.011
Si	5.412	-2.191	13.653	0.01	-0.003	-0.025
Si	-1.752	-7.092	18.031	0.003	0.002	0.002
Si	1.071	-6.75	17.185	-0.007	-0.002	0.001
Si	-3.221	1.581	20.536	-0.015	-0.009	0.017
Si	-4.07	4.168	19.076	-0.004	-0.004	0.004
Si	1.146	4.17	20.415	0.004	0.005	0.022
Si	-6.096	5.674	20.939	0.006	-0.01	0.015
Si	-9.211	6.065	21.133	-0.002	0.003	0.005
Si	-4.441	-9.277	11.276	-0.009	0.001	-0.008
Si	2.798	-4.303	16.157	-0.007	-0.002	-0.002
Si	-3.89	-1.373	19.408	-0.01	-0.004	0.004
Si	3.492	3.431	16.068	-0.001	0.004	-0.005
Si	-10.035	1.718	17.578	0.003	0.004	0.004
Si	4.999	2.808	13.487	-0.007	0.003	-0.009
Si	-3.387	-4.471	14.885	-0.003	0.005	0.001
Si	2.463	-1.552	14.644	-0.005	-0.003	-0.01
Si	-12.191	6.553	16.766	-0.001	0.004	-0.001
Si	8.807	-3.383	16.553	0	0.004	0.004
Si	-1.418	5.834	19.925	-0.003	0.009	0.004
Si	-4.298	-7.155	16.266	-0.002	0.001	0.001
Si	-7.214	-6.505	17.244	0.001	-0.001	-0.003
Si	-10.633	4.89	23.67	-0.006	-0.002	-0.003
Si	-3.045	-8.865	13.981	-0.014	0.001	-0.01
Si	-3.564	0.548	15.331	-0.003	-0.003	0.009
Si	-0.109	1.529	20.769	-0.003	-0.003	0.013
Si	-2.323	-3.28	21.207	-0.005	0.016	0.006
Si	6.244	0.416	15.054	0.002	0.004	-0.008
Si	0.623	-2.989	20.651	-0.003	-0.005	0.01
Si	-2.519	-5.517	20.445	0.005	0.005	-0.001
Si	-9.274	-3.907	21.096	0.003	0.005	0.004
Si	-3.781	-2.209	16.589	-0.001	-0.001	0.007
Si	1.807	0.819	16.542	0.008	0	-0.004
Si	-11.027	0.459	20.355	0.007	0.004	0.011
Si	-6.814	-1.054	18.462	0.004	0	0.006
Si	-1.552	4.045	13.756	0.011	0	-0.016
Si	-4.815	-7.145	21.52	-0.008	0.01	0.012
Si	0.599	-0.212	12.481	0.005	0	-0.014
Si	-11.09	-4.748	18.898	0	-0.004	0.007
Si	1.625	-5.755	20.022	-0.005	0	0.008
O	-5.945	-4.3	23.981	0	0.002	0
O	1.343	6.818	22.873	0.009	-0.005	0.001
O	-10.087	-6.051	18.785	0	0.002	0.001
O	-3.495	0.087	19.98	0.003	0.003	0.002
O	-3.921	0.898	24.607	0.004	0.003	0.001
O	-3.672	1.771	22.089	0.004	-0.002	-0.006
O	-4.79	-6.521	25.051	-0.001	0.002	-0.007
O	-1.466	1.036	25.571	0.001	0	-0.015
O	-12.217	5.149	23.378	0	0.001	0.005
O	-4.191	5.246	24.747	0	0.001	-0.001
O	-0.925	-2.583	24.954	-0.005	-0.01	-0.002
O	1.675	-2.567	24.816	-0.015	0.005	0.005
O	-10.783	0.893	24.297	-0.007	0.004	-0.017
O	-1.382	-7.7	23.721	-0.001	0.007	0.016
O	1.968	-6.631	25.127	-0.014	-0.004	-0.009
O	-11.817	-2.266	23.145	0	-0.002	0.008
O	-0.042	5.571	10.287	0.014	-0.006	0.026
O	1.293	3.339	11.074	-0.003	0.014	0.008
O	-0.018	-6.033	10.016	0.006	0.003	0.017
O	6.949	-9.582	12.023	0.008	0.006	0.003
O	3.907	-9.716	10.301	-0.01	-0.001	0.024
O	3.854	-1.821	13.873	-0.005	-0.001	0.012
O	-7.791	-0.532	19.652	-0.004	-0.003	0.001
O	3.552	-1.89	10.346	0.014	-0.002	0.014
O	6.474	2.212	10.053	-0.002	-0.002	0.009
O	9.133	2.117	9.842	0	0	0.007
O	-3.16	-7.53	17.357	-0.004	0.003	-0.002
O	7.492	-5.223	10.357	0.002	0.006	0.014
O	5.915	-1.797	9.405	-0.002	0.001	0.012
O	8.363	-1.732	10.205	-0.002	0.001	0.003
O	-1.968	0.4	15.141	-0.001	0.001	0.002
O	3.73	3.116	14.474	0.001	0	0.011
O	-4.539	-2.08	10.328	0.006	0	0.003
O	-2.054	-2.238	9.802	0.005	0	0.009
O	-3.552	-2.504	20.501	0.006	-0.007	0.01
O	-10.126	-0.866	20.623	-0.005	0.001	0.002
O	-7.715	5.458	20.897	0.001	0.003	0.002
O	-10.655	3.126	16.997	-0.001	-0.002	0.003
O	2.207	-2.83	15.673	0.003	0.002	0.005
O	-4.517	-3.988	13.804	0.003	-0.003	0.004
O	-5.951	0.763	22.884	-0.008	-0.006	0.012
O	-5.61	0.104	11.439	0.002	0.002	0.001
O	-2.531	-2.998	22.81	0.01	-0.018	0.014
O	1.718	-0.506	23.072	0.003	0.003	0.006
O	-12.357	-5.179	19.799	0.005	0.003	-0.004
O	-2.771	3.264	12.973	0.005	0.005	0.009
O	-9.9	-3.961	22.607	-0.005	-0.003	0.003
O	-4.095	-8.233	15.054	0.001	0.002	0.006
O	5.312	0.548	16.412	-0.003	-0.001	0.004
O	1.254	-6.769	18.811	0.002	0.001	-0.002
O	8.583	-4.889	12.809	0.004	0.01	0.013
O	-10.665	1.451	21.586	-0.003	0	0.002
O	-10.316	5.295	20.189	-0.001	0	0.005
O	-8.514	-5.319	20.825	0.001	-0.002	0.002
O	-4.221	-7.729	10.885	0.001	0	0.002
O	0.255	0.989	16.135	0.001	0.001	0.005
O	1.485	0.634	11.36	-0.002	-0.008	0.018
O	6.466	-8.946	14.533	-0.001	-0.003	-0.003
O	0.896	2.606	20.073	-0.002	-0.003	-0.003
O	-0.404	4.529	12.712	-0.013	-0.006	0.015
O	4.568	2.663	11.915	0.002	-0.002	0.005
O	-4.098	-5.619	15.788	0.001	-0.003	0.003
O	-7.436	-2.233	17.467	-0.003	-0.002	0.001
O	-8.455	1.978	17.851	-0.003	-0.002	0.002
O	-4.1	-6.038	20.543	0	0.002	0.002
O	-7.139	-4.883	16.99	-0.002	-0.004	0.002
O	-6.897	4.985	24.653	0.007	0.001	-0.011
O	-2.069	-5.107	14.197	0	-0.003	0.003
O	-6.413	0.265	17.598	0	0.008	-0.002
O	-8.211	-2.68	21.091	-0.004	-0.007	0.003
O	-12.588	0.02	20.388	-0.005	0.002	-0.002
O	2.39	2.343	16.592	-0.001	0	0.007
O	9.399	-2.302	12.538	0	-0.013	0.018
O	-0.029	5.029	19.69	-0.001	-0.004	0.001
O	-0.548	-6.887	16.926	0.001	0	0.006
O	-3.75	1.706	10.303	-0.009	0.001	0.011
O	5.676	-6.408	14.336	-0.001	-0.002	0.006
O	-5.806	-7.249	16.871	-0.003	0.001	0.001
O	-0.966	2.966	14.847	-0.003	0.004	0.005
O	9.462	5.773	11.111	-0.009	0.01	-0.002
O	-5.346	-5.415	10.804	-0.01	-0.002	0.003
O	4.417	-9.405	12.886	0.019	-0.002	0.005
O	-5.272	2.678	12.219	0.005	0.006	0.018
O	-1.64	1.936	20.476	0.006	0.003	0.002
O	1.081	4.345	22.034	-0.001	0	-0.006
O	-12.3	-8.536	20.874	0.007	-0.009	-0.005
O	-2.786	-5.702	11.773	0.005	0.001	0.005
O	-11.978	-4.756	24.033	-0.002	0	0.003
O	-1.61	-6.519	21.38	-0.003	0.005	-0.001
O	7.737	0.941	15.452	-0.006	-0.003	0.002
O	-4.186	-0.912	15.675	0.001	0.003	0
O	6.305	-1.115	14.498	0	0.003	0.011
O	-5.086	-3.138	16.89	-0.005	0.001	-0.002
O	5.11	0.189	11.073	0.004	0.015	0.004
O	-9.684	5.838	22.7	0.004	0.004	-0.001
O	-10.746	1.215	18.939	0	0.001	-0.005
O	2.565	-0.144	15.463	-0.005	0	0.006
O	-2.115	5.375	14.544	0.001	-0.002	0.005
O	-3.644	-7.912	22.363	0.003	-0.002	-0.001
O	5.694	-2.145	12.048	-0.003	0.004	0.009
O	-11.882	-7.217	23.108	0	0.003	0.003
O	-0.542	-1.042	11.65	-0.002	-0.006	0.003
O	0.144	1.467	22.381	-0.009	0.001	-0.008
O	-5.411	4.819	19.735	0.004	-0.001	-0.001
O	-5.831	-6.445	22.564	0.003	-0.001	-0.005
O	-10.366	3.312	23.305	-0.003	0.001	0.004
O	1.91	5.719	12.073	0.003	0.003	-0.005
O	1.377	-1.307	13.431	0.001	-0.001	0.011
O	-7.407	-6.48	24.65	0.001	-0.006	-0.005
O	1.471	-2.088	19.579	0	0.006	-0.004
O	-3.962	-9.515	12.801	0.004	0.002	0.013
O	-3.536	5.323	10.246	-0.01	-0.003	0.03
O	7.052	-7.199	16.4	-0.001	0.001	0.005
O	-0.937	-2.541	20.732	-0.002	-0.005	0.003
O	-0.238	-3.648	11.253	-0.001	-0.001	0.005
O	-1.587	4.977	25.5	0.004	0.002	-0.006
O	-4.162	4.168	17.434	-0.001	0.001	0.008
O	-1.709	-5.011	24.182	0.004	0.005	0.01
O	3.181	-7.466	11.527	-0.003	0.003	0.002
O	-7.546	-6.788	18.819	-0.001	0.002	-0.001
O	4.447	-5.24	12.33	-0.003	-0.001	0.003
O	-4.017	2.622	19.584	0.001	0.01	-0.006
O	3.067	5.011	16.217	-0.001	0.001	0.008
O	-8.195	-0.388	22.42	-0.004	0	0.001
O	-4.667	3.581	14.796	0.001	0.006	0.004
O	-3.122	-1.677	17.984	-0.001	0.001	0.002
O	0.925	4.829	24.639	0.002	0	0.008
O	2.036	-5.07	11.341	0.003	-0.007	0.002
O	-5.685	-8.234	20.682	-0.003	-0.003	0.003
O	0.588	-4.514	20.091	-0.005	0.003	0.001
O	1.267	-2.938	22.153	-0.001	0.001	0
O	-0.051	0.94	13.428	-0.004	0.005	0.012
O	-11.799	6.49	18.338	-0.002	-0.005	0.003
O	-2.005	-5.712	18.889	-0.001	0.001	0.004
O	1.581	-5.31	16.588	0.002	0.001	0.007
O	-1.34	-8.313	19.006	-0.002	-0.003	0.006
O	1.082	1.291	24.884	0.005	-0.001	-0.005
O	-0.21	-5.946	12.592	-0.009	-0.003	0.008
O	1.901	0.037	17.955	-0.004	0.001	0.003
O	-6.303	-1.609	23.894	0.008	-0.01	-0.002
O	5.687	1.393	13.884	0.002	-0.003	0.008
O	-5.479	-1.566	19.2	0.004	-0.001	0.001
O	1.905	-8.025	16.565	0.002	-0.002	0.005
O	-2.8	-3.212	15.757	0.002	0	-0.001
O	-3.869	1.671	16.488	0	0.005	0.001
O	4.492	-8.11	16.036	0.003	0.001	0
O	-12.78	2.023	22.995	0.002	-0.002	0.005
O	-10.313	-3.648	19.835	-0.001	0.001	-0.001
O	3.511	-4.987	14.861	0.001	0.001	0.005
O	-2.725	4.957	19.529	0.001	-0.002	0.002
O	-9.202	-7.832	20.679	0.001	-0.001	0
O	-5.524	5.212	22.4	-0.007	0.006	-0.017
O	8.625	-3.242	14.924	0	0.001	0.009
O	-4.174	1.12	13.931	-0.001	-0.002	0.002
O	-5.247	3.041	23.889	0.002	0.005	0.002
O	8.322	-7.356	11.542	0.002	-0.01	0.003
O	-12.859	4.555	19.817	0	0	-0.004
O	-1.499	6.263	21.503	-0.002	-0.006	0
O	6.038	4.057	13.654	0.001	-0.001	0.003
O	1.573	-6.512	21.452	0.002	0.001	0.003
O	-11.597	-4.195	17.427	0	0	0.002
O	-2.049	-7.694	13.417	-0.004	-0.007	0.006
O	0.232	0.111	20.06	0.001	0.003	-0.003
O	-6.277	2.789	16.727	0.005	0.002	-0.001
O	5.714	-3.723	14.132	-0.003	-0.002	0.008

Results
free energy: -287102.251 eV
free energy less fixed offsets of O -568.88, Si -635.61 eV per atom: -11.611 eV

The program warned: the cutoff lies below the one the program advises for these potential files; the forces do not sum to zero within the program's tolerance; the exchange-correlation potential is rough where the density is thin.
